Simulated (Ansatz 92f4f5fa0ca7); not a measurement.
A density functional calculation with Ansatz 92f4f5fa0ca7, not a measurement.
Periodic cell of 226 atoms, Si132O92P2, from a study of silicon, its oxide and their interface. The atomic structure is a simulated model.
Doubt: the cutoff is far below the 930 eV that the study's wrapper takes by default for these files, so forces and energies are approximate.
This geometry differs little from another in the collection (a relaxation step or a small displacement).

Settings: functional PBE; potential files Ansatz PAW; basis plane waves; wave-function cutoff 580 eV; density cutoff ratio 5; exchange-correlation grid ratio 1; k mesh 1 x 1 x 1, Gamma-centred; self-consistency stop 5e-08 eV per atom in the density residual; occupations fixed; spin none; net charge 0.

Cell vectors (angstrom)
a, 10.938, 0, 0
b, 0, 10.938, 0
c, 0, 0, 31.9494

Atoms and the computed forces on them: element, x, y, z (angstrom), force x, y, z (eV/angstrom)
Si, 10.6766, 0.0576, 24.4961, 0.0088, -0.0078, -0.0888
Si, 5.0597, 0.1068, 24.703, 0.0229, -0.0157, -0.0232
Si, 2.8285, 2.2744, 24.5768, -0.0012, -0.0087, -0.0538
Si, 8.5533, 2.4113, 24.6113, -0.0136, -0.0036, -0.0174
Si, 10.6588, 5.5563, 24.3526, -0.0438, 0.0106, -0.0001
Si, 5.0904, 5.5513, 24.4555, -0.003, 0.0159, -0.0604
Si, 2.9743, 7.9255, 24.4242, -0.0257, -0.0121, 0.0298
P, 8.3981, 7.7063, 24.5591, 0.0998, -0.1219, -0.0506
Si, 1.3102, 1.1298, 25.8869, -0.0141, 0.0023, -0.008
Si, 6.8067, 1.3015, 25.7643, 0.037, -0.022, 0.0114
Si, 3.9584, 3.9904, 25.7611, -0.0187, 0.0017, 0.005
Si, 9.6781, 3.9998, 25.8824, 0.0079, 0.0043, -0.0223
Si, 1.273, 6.8154, 25.6613, -0.0163, 0.0192, 0.0042
Si, 6.7162, 6.6063, 25.7468, 0.0041, 0.0427, 0.0346
Si, 3.9863, 9.4383, 25.9712, 0.0047, -0.02, -0.0038
P, 9.5858, 9.6473, 25.9163, 0.035, 0.0137, 0.0205
Si, 2.6463, -0.1482, 27.3118, 0.0058, -0.008, 0.0014
Si, 8.1891, -0.0318, 27.1982, -0.0689, 0.0994, 0.0851
Si, 0.0864, 2.6585, 27.2357, -0.0092, -0.0157, 0.0037
Si, 5.4492, 2.718, 27.1283, 0.004, 0.0055, 0.01
Si, 2.6403, 5.4316, 27.1098, -0.0014, 0.0208, -0.0026
Si, 8.1858, 5.3604, 27.1356, -0.0138, 0.0008, -0.0038
Si, -0.022, 8.2173, 27.1379, 0.0413, -0.0511, 0.0292
Si, 5.5291, 8.1276, 27.1611, -0.0059, -0.022, -0.0105
Si, 4.0887, 1.3258, 28.5016, -0.0018, 0.0076, 0.011
Si, 9.5499, 1.3471, 28.5425, -0.0507, 0.0006, 0.0054
Si, 1.3854, 4.0827, 28.5751, 0.0141, -0.0078, -0.001
Si, 6.7941, 4.0748, 28.5311, 0.0017, -0.0032, -0.007
Si, 4.0927, 6.7814, 28.4694, -0.0031, 0.0059, 0.0024
Si, 9.5301, 6.7983, 28.4636, 0.005, 0.0226, -0.0091
Si, 1.2836, 9.4967, 28.6395, -0.0136, -0.0112, -0.0067
Si, 6.8383, 9.5203, 28.5529, 0.021, 0.0289, -0.0259
Si, -0.0305, -0.0006, 29.9269, -0.0095, 0.002, 0.0033
Si, 5.4737, -0.0092, 29.8863, 0.002, -0.0052, 0.0217
Si, 2.7638, 2.7157, 29.9018, -0.0009, 0.0027, 0.0115
Si, 8.1811, 2.7425, 29.8929, 0.0318, -0.0059, 0.0128
Si, -0.0105, 5.4707, 29.8793, -0.0019, 0.0059, 0.021
Si, 5.457, 5.4613, 29.8857, -0.0126, 0.011, 0.0061
Si, 2.7509, 8.1601, 29.8945, 0.0061, -0.0033, 0.009
Si, 8.2198, 8.1801, 29.8962, 0.0074, -0.0104, 0.008
Si, 1.3673, 1.3673, 31.2657, 0.1155, 0.0478, -0.0261
Si, 6.8362, 1.3673, 31.2657, 0.0246, -0.0289, -0.0453
Si, 4.1018, 4.1018, 31.2657, 0.0972, -0.0759, 0.0651
Si, 9.5708, 4.1018, 31.2657, -0.1169, 0.0705, -0.0751
Si, 1.3673, 6.8362, 31.2657, 0.0064, -0.1612, -0.0122
Si, 6.8362, 6.8362, 31.2657, -0.0063, -0.0595, -0.1142
Si, 4.1018, 9.5708, 31.2657, 0.0191, -0.0504, -0.1124
Si, 9.5708, 9.5708, 31.2657, -0.1858, -0.142, 0.1775
Si, 2.7345, 0, 0.6835, 0.0096, 0.0675, 0.0282
Si, 8.2035, 0, 0.6835, -0.0446, 0.0387, -0.0916
Si, 0, 2.7345, 0.6835, 0.0798, 0.1117, 0.0422
Si, 5.469, 2.7345, 0.6835, -0.0177, 0.0874, 0.1019
Si, 2.7345, 5.469, 0.6835, -0.0922, -0.0385, -0.043
Si, 8.2035, 5.469, 0.6835, 0.0423, 0.0655, 0.0012
Si, 0, 8.2035, 0.6835, 0.0486, 0.0781, 0.124
Si, 5.469, 8.2035, 0.6835, 0.0359, 0.1386, 0.09
Si, 4.0967, 1.3794, 2.0665, 0.0013, 0.0021, -0.0037
Si, 9.593, 1.3517, 2.0476, -0.0062, 0.0033, -0.0011
Si, 1.3518, 4.1373, 2.0589, 0.0052, -0.0044, -0.0052
Si, 6.8268, 4.1334, 2.0478, 0.0069, -0.0078, -0.0057
Si, 4.09, 6.847, 2.0479, -0.0034, 0.0023, -0.0008
Si, 9.5716, 6.8409, 2.0658, -0.0073, 0.0061, -0.0013
Si, 1.361, 9.6005, 2.0593, 0.0043, -0.0041, -0.0038
Si, 6.8254, 9.6138, 2.0508, 0.0093, -0.0025, -0.0069
Si, 0.0333, 0.0369, 3.4777, -0.0015, 0.0031, 0.0057
Si, 5.4845, 0.0406, 3.457, -0.0065, 0.0042, 0.0068
Si, 2.7189, 2.7739, 3.4095, -0.0024, -0.0028, 0.0006
Si, 8.2532, 2.7815, 3.3494, 0.0045, 0.0001, -0.0046
Si, 0.028, 5.5189, 3.4772, -0.0028, 0.005, 0.007
Si, 5.4751, 5.524, 3.432, -0.0037, 0.0077, 0.0025
Si, 2.7379, 8.2415, 3.4054, 0, -0.0019, -0.0004
Si, 8.2421, 8.2898, 3.391, 0.006, 0.001, 0
Si, 1.3822, 1.4559, 4.8526, -0.0029, -0.0011, 0.0005
Si, 6.9128, 1.4742, 4.7377, -0.0032, -0.0035, 0.0035
Si, 4.0653, 4.1536, 4.7687, 0.0026, 0.0004, 0.001
Si, 9.6011, 4.0826, 4.7865, 0.0019, 0, 0.0005
Si, 1.3708, 6.9713, 4.8515, -0.0025, -0.002, -0.0017
Si, 6.8433, 6.9885, 4.7359, -0.0019, -0.0037, 0.0033
Si, 4.0977, 9.5749, 4.7985, 0.0028, 0.0011, 0.0015
Si, 9.6246, 9.5795, 4.8481, -0.0007, 0.0002, -0.0005
Si, 2.7628, 0.0368, 6.1504, 0.0013, 0.001, -0.0006
Si, 8.2988, 0.1189, 6.1027, 0.0013, 0.0008, 0.0035
Si, 0.0208, 2.7996, 6.3114, -0.0009, -0.0012, -0.0014
Si, 5.5201, 2.8382, 6.0844, 0.0002, -0.0018, 0.0005
Si, 2.7586, 5.5911, 6.1516, -0.0039, 0.0021, 0.0015
Si, 8.2566, 5.5983, 5.9678, -0.0004, -0.0004, -0.0011
Si, 0.0531, 8.3063, 6.3809, -0.0001, -0.0018, -0.0017
Si, 5.504, 8.3008, 6.2311, -0.0014, 0.0016, 0.0004
Si, 4.4297, 1.1815, 7.3416, -0.0041, 0.0004, 0.0086
Si, 9.8161, 1.1519, 7.6293, 0.0008, -0.0004, 0.0066
Si, 1.183, 4.4999, 7.5176, -0.0005, -0.0013, 0.0063
Si, 6.6486, 4.544, 7.2652, 0.006, -0.0016, 0.0099
Si, 4.3284, 6.7063, 7.5544, -0.0005, 0.0025, 0.0114
Si, 9.734, 6.613, 7.5121, -0.0025, -0.0002, 0.0086
Si, 1.2869, 9.9413, 7.7169, 0, 0.0024, 0.0095
Si, 6.7274, 9.9623, 7.4253, 0.0007, -0.0022, 0.0057
O, 9.5631, 1.2006, 24.0199, 0.0181, 0.0116, 0.0235
O, 4.0657, 6.7623, 23.9394, 0.0038, -0.0172, 0.0009
O, 4.0133, 1.2194, 24.0373, -0.0202, 0.0122, 0.028
O, 9.4033, 6.6266, 23.8406, 0.026, -0.0858, -0.0444
O, -0.022, 5.5434, 8.028, 0.002, -0.0026, -0.0023
O, 5.576, 0.1227, 7.9237, 0.0007, 0, -0.0034
O, 0.0775, 0.0918, 8.1583, -0.0016, 0.0003, -0.002
O, 5.5376, 5.612, 7.8973, -0.0039, -0.0011, -0.0059
O, 7.6097, 3.9723, 8.4608, -0.0023, 0.0002, -0.0055
O, 8.7343, 7.0477, 8.7765, 0.001, -0.0014, -0.0052
O, 2.1856, 9.4564, 9.0596, -0.0036, 0.0016, -0.0074
O, 8.898, 1.6821, 8.931, 0.0019, -0.0032, -0.0039
O, 7.6208, 9.4685, 8.7288, -0.0031, 0.0026, -0.0052
O, 3.6174, 1.8187, 8.618, 0.0017, -0.0035, -0.0054
O, 3.5921, 7.2255, 8.964, 0.0022, -0.0035, -0.0072
O, 2.0653, 4.0005, 8.8335, -0.0026, 0.002, -0.006
O, 8.1276, 3.4744, 23.4114, 0.0153, -0.0128, 0.0113
O, 0.4041, 4.9188, 22.9681, 0.0135, -0.0138, -0.0186
O, 1.8912, 2.7509, 23.3008, 0.0085, -0.0093, 0.0123
O, 5.7747, 4.8339, 23.1299, -0.0162, 0.0123, 0.0298
O, 5.5593, 9.9621, 23.5609, -0.1409, 0.0635, 0.0985
O, 2.4522, 8.682, 23.0454, 0, 0.0059, -0.0176
O, 0.1742, 10.009, 23.2164, -0.0006, 0.021, 0.0146
O, 7.8364, 8.5292, 23.2706, -0.0203, 0.0156, -0.029
Si, 8.6683, 7.663, 18.4938, -0.0058, -0.0008, 0.0025
Si, 8.7925, 6.3318, 13.6741, -0.0004, -0.0005, -0.0024
Si, 3.7984, 1.5126, 14.772, -0.0006, -0.0005, -0.0051
Si, 2.1414, 5.7192, 17.6834, 0, -0.001, -0.0027
Si, 2.4239, 3.1128, 19.548, 0.002, 0.0009, 0.0002
Si, 9.8189, 9.0046, 12.1163, -0.0001, -0.001, -0.0002
Si, 1.2995, 9.4026, 22.1496, 0.0007, 0.0041, 0.0137
Si, 9.1818, 0.9347, 13.244, -0.0008, -0.0006, -0.0029
Si, 1.4327, 5.0304, 13.0716, 0.0001, -0.001, -0.0031
Si, 1.803, 8.2335, 12.8518, -0.0013, -0.0012, -0.0007
Si, 6.6932, 9.4904, 22.5302, 0.0943, -0.0549, -0.0676
Si, 4.5255, 4.5744, 15.7498, 0.0005, -0.0012, -0.0037
Si, 8.2154, 3.0172, 9.6053, -0.0016, 0.0011, 0.0036
Si, 0.8429, 8.2169, 19.3266, -0.0036, -0.0022, -0.0061
Si, 6.9687, 1.2696, 21.1511, -0.0023, -0.0036, 0.0067
Si, 8.2312, 8.3081, 9.6969, 0.0005, -0.0018, 0.0041
Si, 10.8956, 5.1819, 15.656, -0.0014, 0.0002, -0.0045
Si, 7.5736, 9.4656, 16.3727, -0.0005, -0.0023, -0.0004
Si, 9.9263, 2.0257, 20.3324, -0.0033, -0.0023, -0.0019
Si, 3.2207, 8.5083, 9.9419, 0.0002, -0.0002, 0.0048
Si, 6.6976, 3.3072, 17.4475, -0.0001, 0.0022, -0.0007
Si, 1.1588, 0.1837, 19.8571, -0.0077, -0.0046, 0.0014
Si, 3.2432, 2.7911, 12.3282, 0.0007, -0.0009, -0.0012
Si, 7.2228, 5.3507, 19.7259, -0.0016, 0.0025, 0.0074
Si, 5.7549, 8.651, 11.5813, 0.0001, -0.0003, 0.0005
Si, 5.7922, 6.0509, 13.242, -0.0001, -0.0009, -0.0023
Si, 4.6392, 9.6764, 17.6976, 0.0008, -0.0058, 0.0027
Si, 1.0089, 3.5759, 22.2166, -0.0122, 0.018, 0.0022
Si, 4.9058, 1.446, 18.8705, 0.0026, -0.0009, -0.0015
Si, 3.1971, 3.0754, 9.5436, 0.0022, -0.0002, 0.0046
Si, 6.4592, 10.7926, 13.8409, 0.0004, -0.0007, -0.0032
Si, 10.3579, 0.0834, 16.0187, -0.0003, -0.002, -0.0044
Si, 5.6649, 3.6421, 11.1834, 0.0001, -0.0008, 0.0004
Si, 9.8451, 3.8694, 11.9501, 0.0001, -0.0003, -0.0004
Si, 2.3548, 9.8898, 15.5972, 0.0002, -0.0016, -0.0035
Si, 6.0994, 8.0782, 19.8733, -0.0002, -0.0015, -0.0006
Si, 6.9122, 3.9136, 22.419, 0.008, 0.0054, -0.0004
Si, 9.753, 2.7468, 17.4009, -0.0005, -0.0002, -0.0018
O, 7.2022, 6.3543, 14.0184, -0.0002, -0.0003, 0.0005
O, 1.885, 7.0251, 18.7457, 0.001, -0.0011, -0.0005
O, 10.2898, 4.0064, 16.563, -0.0016, -0.0022, 0.0013
O, 6.1713, 9.9138, 17.1198, -0.0006, 0, -0.0023
O, 10.1587, 0.6662, 14.5137, 0.0001, -0.0006, 0.0006
O, 8.4607, 6.0817, 18.9193, 0.0031, 0.0002, -0.0029
O, 5.1801, 0.6647, 14.4779, -0.0003, -0.0009, -0.0003
O, 5.7243, 2.0146, 17.5883, -0.0017, -0.0028, -0.0024
O, 8.3457, 1.89, 20.5977, 0.0004, 0.0007, -0.0034
O, 2.011, 4.2642, 18.4509, -0.0025, -0.0021, -0.0021
O, 6.9665, 2.7931, 10.6581, 0.0005, -0.0006, -0.0015
O, 4.8786, 2.6835, 12.2444, -0.0006, -0.0004, -0.0012
O, 6.025, 4.3536, 16.3916, -0.0003, -0.0012, -0.0004
O, 4.5611, 3.9155, 9.9741, -0.0015, -0.0004, -0.0021
O, 10.6881, 2.734, 21.593, 0.0048, -0.0037, -0.0016
O, 9.7332, 6.139, 15.0103, 0.0002, -0.0007, 0.0008
O, 6.0104, 6.4442, 19.8554, 0.0026, -0.0113, -0.0046
O, 4.0795, 0.1456, 18.3369, -0.0022, -0.0011, -0.0037
O, 9.2611, 10.5256, 12.3182, 0, -0.0007, -0.0001
O, 2.8626, 4.3315, 12.7491, -0.0005, -0.0011, 0.0007
O, 1.8581, 10.6996, 21.2937, 0.0013, 0, -0.0065
O, 4.003, 2.6832, 19.4599, 0.0028, 0.0002, -0.0029
O, 0.7412, 10.0115, 16.0189, -0.0002, -0.0007, 0
O, 1.2956, 9.7706, 18.9045, -0.001, -0.0007, 0.001
O, 1.7143, 1.6361, 19.3305, -0.0013, -0.0032, -0.0019
O, 8.948, 10.3548, 16.5472, 0.0006, -0.0005, 0.0009
O, 4.8826, 8.5917, 18.9077, -0.0057, 0.0039, -0.0117
O, 9.5764, 8.7374, 10.5222, -0.0018, -0.0011, -0.0029
O, 6.7636, 4.0457, 18.8928, -0.0023, -0.0042, -0.0058
O, 2.8536, 1.6922, 13.4388, -0.0004, -0.0016, 0.0002
O, 5.9202, 8.6358, 21.3898, -0.008, 0.0057, 0.0004
O, 2.5469, 2.4354, 10.9034, -0.0002, -0.0004, -0.0041
O, 7.592, 4.7956, 21.2162, -0.0004, -0.0031, 0.0016
O, 5.2206, 7.4571, 12.5924, -0.0002, -0.0004, -0.0016
O, 0.4352, 9.0423, 12.5449, -0.0001, -0.0007, 0
O, 7.5923, 1.0283, 13.6323, -0.0002, -0.0008, -0.0002
O, 7.1074, 9.607, 14.8035, 0.0003, 0, -0.0008
O, 8.9811, 4.9981, 12.7475, 0.0001, -0.0011, -0.0001
O, 8.0983, 8.002, 16.9671, 0.0001, 0.0005, -0.0024
O, 6.2305, 2.4841, 21.9725, -0.0012, -0.0144, -0.0107
O, 2.4644, 9.0356, 14.159, 0, -0.0007, 0.0002
O, 0.4289, 4.4594, 11.9177, -0.0005, -0.0008, -0.0018
O, 0.7828, 8.3016, 21, 0.0006, 0.0047, 0.0047
O, 9.3933, 3.8098, 10.3934, -0.0018, -0.0009, -0.0032
O, 9.6627, 2.3558, 12.5785, -0.0005, -0.0005, -0.0015
O, 7.6352, 8.5289, 19.4506, 0.0068, -0.003, -0.0057
O, 2.5536, 8.1641, 11.3977, 0.0012, -0.0001, -0.0042
O, 3.9757, 3.032, 15.4174, -0.0003, -0.0004, 0.0005
O, 0.8555, 4.4765, 14.4929, -0.0007, -0.0012, -0.0008
O, 10.0362, 2.9719, 18.9964, 0.0017, -0.0018, -0.0019
O, 9.1502, 7.7733, 12.9787, -0.0004, -0.0003, 0.0001
O, 10.5011, 0.5051, 20.0979, 0.003, 0.0003, -0.0047
O, 6.0366, 5.0203, 11.977, -0.0001, -0.0003, -0.0002
O, 8.1544, 2.7073, 17.0398, 0.0008, -0.002, -0.0017
O, 3.5345, 5.457, 16.7713, -0.0004, 0, 0.0011
O, 4.6708, 9.1226, 10.4296, -0.0013, -0.0009, -0.0016
O, 1.5465, 6.6521, 13.2105, -0.0001, -0.0006, 0.0008
O, 4.7674, 5.4686, 14.3891, -0.0008, -0.0007, 0.0002
O, 2.0384, 3.8351, 20.9674, -0.0006, -0.0061, 0.0035
O, 10.554, 1.3814, 16.993, 0.0005, -0.0005, 0.0003
O, 0.9426, 6.044, 16.6205, -0.0003, 0.0001, -0.0007
O, 7.387, 10.8561, 21.9736, 0.0124, 0.0258, -0.0306
O, 5.9333, 0.8447, 19.9822, 0.003, -0.0017, 0.0016
O, 6.0802, 10.0024, 12.4546, -0.0006, -0.001, -0.001
O, 2.8561, 0.5131, 15.6406, 0.0003, 0, 0.0003
O, 7.0574, 8.0026, 10.8042, 0.0003, 0, -0.0031
O, 10.2522, 7.9888, 18.7384, 0.0062, 0.001, -0.0008
O, 3.4553, 9.1679, 16.6425, -0.0013, -0.0005, 0.0013

Results
free energy: -137746.178 eV
free energy less fixed offsets of O -568.88, P -755.39, Si -635.61 eV per atom: 2.082 eV

The program warned: the cutoff lies below the one the program advises for these potential files; the forces do not sum to zero within the program's tolerance; the exchange-correlation potential is rough where the density is thin.
